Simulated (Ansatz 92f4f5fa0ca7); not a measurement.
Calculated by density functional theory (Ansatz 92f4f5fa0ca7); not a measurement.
Periodic cell of 228 atoms, Si140O88, from a study of silicon, its oxide and their interface. The atomic structure is a simulated model.
This geometry differs little from another in the collection (a relaxation step or a small displacement).

Settings
functional: r2SCAN
potential files: Ansatz PAW
basis: plane waves
wave-function cutoff: 800 eV
density cutoff ratio: 5
exchange-correlation grid ratio: 1
k mesh: 1 x 1 x 1, shifted by 0.5 0.5 0 of a step
self-consistency stop: 1e-10 eV per atom in the density residual
occupations: fixed
spin: none
net charge: 0

Cell vectors (angstrom)
a 10.887 0 0
b 0 10.887 0
c 0 0 33.6095

Atoms and the computed forces on them: element, x, y, z (angstrom), force x, y, z (eV/angstrom)
Si -0.3416 0.0425 0.2014 -0.0018 -0.0052 -0.0302
Si 2.9157 2.2998 0.0018 -0.0027 -0.0011 -0.0437
Si -0.4073 5.7909 0.0225 0.0014 -0.005 -0.047
Si 2.8205 7.8925 0.1136 -0.0049 -0.0002 -0.0334
Si 5.1134 0.0368 0.1582 -0.0037 -0.002 -0.0438
Si 8.4045 2.3442 0.1468 -0.0071 0.002 -0.0453
Si 4.9508 5.571 -0.0941 -0.0018 -0.0121 -0.0485
Si 8.3109 8.0776 0.2045 0.0011 0.0021 -0.0327
Si 1.3201 1.2399 1.3663 -0.0008 -0.0007 -0.0038
Si 3.9415 3.9993 1.3159 0.0008 -0.0018 0.0075
Si 1.2504 6.7519 1.4037 -0.0018 -0.001 0.0059
Si 3.9455 9.4408 1.4828 0.0005 -0.0016 0.0004
Si 6.7654 1.2209 1.3977 0.0021 0.0016 0.005
Si 9.4749 4.0693 1.3164 0.0014 -0.0023 0.0073
Si 6.6626 6.726 1.2011 0.0021 -0.0028 -0.001
Si 9.4564 9.4772 1.645 0.0001 0.0033 -0.0041
Si -0.0069 2.7158 2.6831 -0.0008 -0.0037 -0.0049
Si 2.6262 -0.0646 2.8188 -0.0016 0.0019 0.0054
Si 0.0022 8.1212 2.8579 0.0011 0 -0.0056
Si 2.6201 5.357 2.729 -0.0005 -0.0024 0.0037
Si 5.3975 2.6829 2.6792 0.0017 0.0019 -0.0071
Si 8.0693 -0.039 2.8835 -0.0012 0.0041 0.0014
Si 5.409 8.0856 2.7107 0.0002 -0.0023 0.0047
Si 8.0541 5.407 2.6511 -0.0013 -0.0002 -0.0008
Si 1.3104 4.0255 4.1226 -0.0008 0.0003 0.0031
Si 4.0484 1.3293 4.0789 -0.0006 -0.0004 -0.0044
Si 1.3257 9.4895 4.2095 0.0008 0.0013 0.0061
Si 4.0309 6.7423 4.0554 0.0023 0.0014 -0.0023
Si 6.7498 4.052 4.0612 0.0012 -0.0007 -0.0037
Si 9.5043 1.3767 4.0863 0.0005 -0.0012 -0.0026
Si 6.7287 9.44 4.152 -0.0013 -0.0043 -0.0024
Si 9.4477 6.7365 4.0751 -0.0021 -0.0001 -0.0053
Si -0.0398 0.0163 5.4804 0.0014 -0.0022 -0.0027
Si 2.7076 2.6912 5.461 -0.0004 -0.0009 -0.0031
Si -0.0498 5.4103 5.4498 -0.0013 -0.0009 -0.0009
Si 2.7354 8.1223 5.475 -0.0002 0.0018 -0.004
Si 5.3997 -0.028 5.4651 -0.0012 -0.0012 -0.0041
Si 8.148 2.7319 5.4392 -0.0003 -0.0013 0.0006
Si 5.4119 5.4214 5.4342 0 -0.0009 0.0018
Si 8.1446 8.1191 5.4731 0.0001 0.0009 -0.0039
Si 1.3512 1.3506 6.8355 -0.001 -0.0021 0.0009
Si 4.072 4.0686 6.8029 -0.0009 -0.0018 0
Si 1.3437 6.7778 6.7945 0.0005 -0.0015 -0.0016
Si 4.0721 9.5026 6.8417 -0.0006 -0.001 0
Si 6.8024 1.3466 6.7851 0.0002 -0.0023 -0.0027
Si 9.506 4.069 6.8302 0.0003 -0.002 0.0005
Si 6.782 6.7737 6.8213 -0.0001 0 0.0018
Si 9.5054 9.5177 6.8114 -0.0005 -0.002 0.0025
Si 0.0066 2.731 8.1874 0.0005 -0.0008 -0.0006
Si 2.7297 0.0007 8.1839 0.0003 -0.0023 0
Si 0.037 8.1924 8.144 0.0024 0.0009 0.0007
Si 2.7186 5.4383 8.1577 0.0002 -0.0012 -0.0004
Si 5.4722 2.7354 8.1418 0.0016 -0.0005 0.0008
Si 8.162 0.0011 8.1634 0.0005 -0.0017 -0.0002
Si 5.4621 8.1669 8.1894 0.0004 -0.0016 -0.0004
Si 8.174 5.4493 8.1822 -0.0002 -0.0019 -0.0009
Si 1.3855 4.0929 9.542 0.0002 -0.0017 0.0005
Si 4.1246 1.3819 9.4905 0.0001 -0.0012 0.0011
Si 1.3904 9.5329 9.5498 -0.0011 -0.0019 0.0012
Si 4.0862 6.8004 9.514 0.0002 -0.0002 -0.0001
Si 6.826 4.0823 9.5348 -0.0007 -0.0015 -0.0001
Si 9.5366 1.3531 9.5199 0.0006 -0.0013 0.0006
Si 6.8239 9.5449 9.5468 -0.0005 -0.0003 0.0012
Si 9.5704 6.8433 9.4816 -0.0001 -0.0012 0.0003
Si 0.0355 0.0324 10.889 0.0001 0.0007 0.0006
Si 2.7999 2.7372 10.8664 0.0005 0.0001 0.0024
Si 0.0421 5.5151 10.8575 -0.0001 -0.0007 0.0011
Si 2.7892 8.1873 10.9004 0.001 -0.0007 -0.0012
Si 5.4718 0.0619 10.8847 0.001 -0.0003 0.0018
Si 8.1966 2.7167 10.8875 0.0004 -0.0018 0.0007
Si 5.4639 5.4651 10.8728 0 -0.0017 0.002
Si 8.2489 8.2003 10.8585 0.0004 -0.0008 0.0004
Si 1.4484 1.3854 12.2123 0.001 -0.0034 -0.003
Si 4.1502 4.0866 12.262 0.001 -0.0008 0.002
Si 1.4238 6.8426 12.255 -0.0003 -0.0004 0.0009
Si 4.1563 9.5795 12.2503 -0.0013 0.0013 0.0015
Si 6.829 1.3925 12.2922 0.0004 -0.0003 -0.0005
Si 9.5709 4.1332 12.165 -0.0001 0.0008 0.0027
Si 6.869 6.8431 12.1659 0.0007 0.0005 0.0014
Si 9.5761 9.5698 12.2613 -0.0002 0.0004 0.0004
Si 0.1671 2.8851 13.4713 0.003 0.0029 0.0014
Si 2.7407 -0.0082 13.6256 -0.0016 -0.0012 -0.0066
Si 0.0659 8.2145 13.6066 -0.0003 0.0012 -0.0031
Si 2.8337 5.4957 13.5908 -0.0001 -0.001 -0.0002
Si 5.4921 2.7569 13.6979 0.0007 0 -0.0033
Si 8.2328 0.0592 13.6347 0 -0.0028 -0.0038
Si 5.6844 8.3214 13.5376 0.0045 0.0015 -0.0056
Si 8.1367 5.4114 13.5147 -0.004 -0.0024 -0.0054
Si 1.4933 4.1713 15.0025 -0.0032 -0.0003 -0.0028
Si 4.1242 1.3406 14.9909 -0.0002 0.0004 0.0008
Si 1.3656 9.5377 15.0821 0.0006 0.0013 0.006
Si 4.3103 6.9152 14.7299 -0.0003 -0.0005 -0.0047
Si 6.857 4.1259 15.0907 0.0011 0.0007 -0.0003
Si 9.6528 1.5548 14.7232 -0.003 0.0002 -0.0031
Si 7.0238 9.5845 15.1524 0.0003 -0.0028 0.0031
Si 9.5344 6.7714 14.7577 0.0023 0.0019 -0.0026
Si 0.1405 0.3986 16.1695 -0.0065 0.0008 0.0481
Si 2.533 2.4755 16.2845 0.0058 0.0022 0.0571
Si -0.186 5.3493 16.1558 0.0071 0.0099 0.0372
Si 3.1444 8.3451 16.1176 0.0017 -0.0042 0.0431
Si 5.2739 -0.2118 16.3411 0.0028 0.0053 0.0515
Si 8.6154 3.0278 16.2286 -0.0003 -0.0114 0.0375
Si 5.7803 5.8822 16.2551 -0.0113 -0.0002 0.0452
Si 8.2346 7.852 16.3589 0.0104 -0.0025 0.0495
Si -4.3657 18.6353 24.3365 -0.0006 -0.0037 -0.0027
Si -10.4735 23.5972 23.0036 -0.0041 0.0097 0.036
Si -10.4076 17.6164 23.8733 -0.0043 -0.0027 0.0156
Si -10.682 18.8514 21.1884 -0.0044 0.001 0.0646
Si 7.0152 1.5244 25.8871 -0.0056 -0.0117 -0.0268
Si -0.4556 16.3944 30.6207 -0.0111 0.0002 -0.0778
Si -11.0941 18.482 18.2704 0.0199 0.0118 0.0799
Si 17.1745 -21.8144 19.249 -0.0115 -0.0043 0.0909
Si -8.7268 1.5179 30.8769 -0.0068 0.001 -0.0857
Si 23.3724 -1.1316 19.3696 0.0107 0.0056 0.0692
Si -13.2673 -18.9179 28.2811 -0.006 -0.0048 -0.0508
Si 2.3151 -6.696 23.9023 -0.0065 0.0014 0.0091
Si -6.9236 -19.4322 25.8124 -0.0048 -0.0064 -0.0304
Si -3.1082 16.4387 29.2839 0.0041 0.0046 -0.0552
Si -9.5195 -1.2338 31.6013 0.0013 0.0057 -0.0755
Si 2.7603 3.6825 19.0778 0.0024 -0.0027 0.0952
Si -16.0027 1.1784 22.0267 0.0032 0.0075 0.0346
Si -5.6071 -6.6862 30.5908 0.0018 -0.0025 -0.0887
Si -14.8847 -33.6733 31.6262 0.0042 -0.0017 -0.0827
Si -6.527 -13.0664 20.1016 -0.0018 0.0097 0.0794
Si -14.4805 12.9682 31.0308 -0.0028 0.0043 -0.0799
Si -7.1899 17.2406 18.3699 -0.0049 0.0005 0.079
Si -0.0266 -2.6434 29.3083 -0.015 -0.0039 -0.0527
Si -10.7581 -12.8851 26.1887 0.0044 0.0077 -0.0354
Si -13.0241 29.1434 22.6406 -0.0113 -0.0126 0.0287
Si -8.8728 10.8523 24.8299 0.003 0.0015 -0.0066
Si -17.4018 -7.045 21.7125 0.0086 0.0075 0.0553
Si 33.3027 -9.2079 19.927 0.0099 -0.004 0.0805
Si 6.886 -16.4775 22.6533 0.0065 0.002 0.019
Si -3.0316 -2.3403 29.1494 0.0131 0.0016 -0.0647
Si -21.3927 13.7725 29.0466 -0.0022 0.0051 -0.0459
Si -2.9944 9.4584 26.3024 -0.0065 -0.0054 -0.0314
Si 8.2117 2.4871 23.3245 0 0.008 0.0095
Si 14.1782 -18.7792 28.7429 -0.0015 0.0007 -0.0603
Si 15.1954 -12.2784 23.1249 -0.0007 0.005 0.0324
Si 30.7938 22.7584 18.4049 0.0002 -0.0036 0.0843
O 4.3102 -3.7233 -13.9786 -0.0073 -0.0188 -0.0365
O -9.1297 -7.5982 -5.3227 -0.0027 -0.0046 0.0196
O -16.1488 -6.0199 -11.8673 -0.0095 -0.0015 -0.0179
O 0.0937 -5.5188 -1.4739 0.0002 0.0037 0.0633
O -3.1395 -6.888 -10.5704 -0.002 -0.0001 -0.0084
O 6.3412 -5.7639 -3.7858 -0.0159 -0.0106 0.0316
O -1.6806 -13.7258 -15.9112 -0.0252 -0.0008 -0.0469
O 22.3409 7.7796 -8.515 -0.0035 0.0034 0.0028
O 9.7432 -8.6844 -10.6523 0.0065 -0.0033 -0.0079
O 3.1877 -12.251 -14.2702 -0.0078 -0.0006 -0.0279
O 4.0897 24.4724 -6.223 -0.003 0.0061 0.0326
O 2.3246 2.6003 -1.5136 0.0086 0.0077 0.0609
O -32.7377 15.0492 -3.7371 -0.0081 0.0139 0.0286
O 10.0796 2.5035 -5.6089 0.0032 0.0021 0.0222
O -1.3563 1.2314 -0.2816 0.005 -0.0039 0.0167
O 0.7931 8.9007 18.2318 -0.011 -0.0123 -0.0459
O -6.0658 13.3263 22.3885 -0.0014 0.0002 -0.0151
O -21.5465 28.5096 29.8248 -0.005 -0.0088 0.0254
O 5.6649 11.2724 17.8153 -0.0124 -0.0019 -0.0669
O -5.6796 -10.9668 22.8516 0.0011 0.0034 -0.016
O -16.007 0.9469 20.4237 0.0081 -0.0116 -0.0514
O -7.6118 1.7009 29.7205 -0.0044 -0.0095 0.0358
O 11.7542 1.4888 21.5025 -0.0012 0.0012 -0.0319
O 7.2883 1.4664 22.4828 -0.0093 -0.0056 -0.0156
O -4.4643 -4.7388 23.99 0 -0.0009 -0.0068
O 7.2069 -32.7386 25.731 0.0034 -0.0034 0.0087
O 3.8938 3.4873 20.2144 -0.0194 0.0027 -0.0496
O 2.933 31.6711 23.8816 0.0026 0.0008 -0.0062
O -10.6084 -4.5578 17.3871 -0.0062 -0.0263 -0.0481
O 8.8145 5.6462 30.5345 0.0121 -0.0045 0.0383
O -0.9028 10.9991 17.422 0.0183 -0.0053 -0.0526
O -16.6721 19.3471 24.0788 -0.0006 0.0041 -0.014
O 1.2285 24.8398 23.5875 -0.0015 -0.0041 -0.0095
O -9.586 1.4556 16.6632 0.0013 -0.0023 -0.0326
O 25.6936 -4.0873 33.2098 -0.0003 0.0037 0.0197
O 14.8386 15.0651 29.6475 0.0136 0.0038 0.035
O 22.5783 0.5662 23.9325 -0.0045 0.0041 -0.0109
O -9.9044 -12.5618 30.1034 0.0096 0.011 0.0443
O 3.1723 -17.2693 22.5662 0.0067 -0.0032 -0.0174
O -13.9735 24.6623 32.3407 0.0125 -0.0008 0.0575
O -14.0628 -1.348 27.8981 0.0007 -0.0114 0.0349
O -36.0874 -19.7312 27.3583 0.0087 0.0116 0.0243
O -31.2267 16.3814 24.3111 0.0015 0.0032 -0.0037
O -11.8153 12.5513 19.5406 -0.0194 -0.0076 -0.0396
O 18.2507 22.2651 31.272 -0.0036 -0.0096 0.0245
O 22.7999 9.2911 20.81 0.0064 0.0078 -0.0329
O -32.764 7.1172 19.8296 -0.0058 -0.0033 -0.0584
O -3.2498 7.0254 28.6391 -0.0007 -0.0052 0.0202
O -5.3866 12.8221 25.4499 -0.0018 0.0027 0.0103
O -12.3694 -14.7934 33.2819 -0.0078 0.0045 0.0297
O -19.1615 -5.6125 18.8739 0.0032 0.0085 -0.03
O 5.4938 20.9371 32.4237 -0.0137 0.0114 0.0452
O 0.7219 1.7108 30.1257 0.0104 -0.0149 0.0369
O 17.6651 30.7705 30.2718 -0.011 0.0151 0.0484
O -18.412 -7.2401 25.0329 0.0016 -0.0004 0.0037
O 5.7903 -12.419 19.675 0.0067 0.008 -0.0249
O 4.8863 -5.3251 17.5937 0.0238 -0.0002 -0.0526
O -1.2579 8.3635 21.742 0.0102 0.0031 -0.0158
O 20.3641 -1.5215 25.917 -0.002 0.0005 0.0128
O -12.4132 8.6947 29.7185 -0.001 0.0015 0.0141
O -13.5019 24.1931 29.811 -0.017 -0.0059 0.0407
O -2.9753 -12.6991 32.5838 0.009 -0.0159 0.0386
O -14.7189 -2.7416 25.8115 0.0066 0.0088 0.0025
O -28.48 -1.389 16.6382 -0.0013 -0.0005 -0.0248
O 2.3305 -10.8376 31.4941 -0.0058 -0.0132 0.0242
O 6.9796 -4.0078 16.7883 0.0013 0.0018 -0.0295
O 1.3238 24.8526 19.501 0.0081 0.009 -0.022
O -1.1318 28.2889 23.6275 0.0007 0.0038 -0.0074
O 2.9689 -9.7892 25.4961 0.0033 0.0069 0.009
O 10.9621 -11.6863 32.4707 -0.0135 0.0119 0.044
O -17.694 19.6629 21.6927 -0.0022 -0.0055 -0.0363
O 26.8919 4.8297 32.068 -0.0052 0.0192 0.0663
O -3.197 -13.4336 23.3747 0.004 0.0026 -0.0122
O -24.7562 0.0374 19.1047 0.0097 0.0067 -0.0361
O 2.8998 7.3743 17.4105 -0.003 0.0208 -0.0575
O 14.0941 2.9726 17.6919 -0.0035 -0.0151 -0.0676
O 8.2484 13.0365 17.5693 -0.0034 0.0244 -0.0515
O 23.1564 0.4451 19.1946 -0.0041 -0.005 -0.023
O 20.5588 4.193 16.7259 0.0005 0.0006 -0.0151
O 2.1577 -2.4096 32.3559 0.0159 -0.0152 0.039
O 11.8877 -3.6697 22.3951 -0.0004 0.0114 -0.025
O -2.6155 -6.4193 28.1722 -0.0029 0.0035 0.0139
O -21.5611 -13.4426 27.7099 -0.0023 -0.0044 0.0404
O 4.1745 1.2918 33.312 0.0014 -0.0047 0.0257
O -26.8436 2.6662 30.7045 0.0064 -0.0036 0.025
O -13.7201 -30.4137 24.9017 -0.0032 0.0004 0.0032
O 12.131 -0.8292 26.0168 -0.0068 -0.0043 0.0059
O 7.868 -26.3775 21.8138 0.0022 0.0037 -0.0068

Results
free energy: -139742.831 eV
free energy less fixed offsets of O -570.45, Si -639.56 eV per atom: -4.831 eV

The program warned: the cutoff lies below the one the program advises for these potential files; the forces do not sum to zero within the program's tolerance; empty levels may hold ghost states of the PAW files; the exchange-correlation potential is rough where the density is thin.
